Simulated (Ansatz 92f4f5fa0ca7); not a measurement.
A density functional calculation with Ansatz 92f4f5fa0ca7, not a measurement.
Periodic cell of 211 atoms, Si128O83, from a study of silicon, its oxide and their interface. The atomic structure is a simulated model.
Doubt: the cutoff is far below the 930 eV that the study's wrapper takes by default for these files, so forces and energies are approximate.

Settings: functional PBE; potential files Ansatz PAW; basis plane waves; wave-function cutoff 580 eV; density cutoff ratio 5; exchange-correlation grid ratio 1; k mesh 1 x 1 x 1, Gamma-centred; self-consistency stop 5e-08 eV per atom in the density residual; occupations fixed; spin none; net charge 0.

Cell vectors (angstrom)
a  10.938  0  0
b  0  10.938  0
c  -3.7813  3.5323  30.7447

Atoms: element, x, y, z (angstrom)
Si  6.5575  12.2797  23.3295
Si  4.7462  13.8599  23.2696
Si  7.5527  6.5455  22.8423
Si  -0.3278  8.532  23.4224
Si  2.3623  11.0468  23.3258
Si  9.8831  15.3604  22.8628
Si  1.3062  6.7449  23.4146
Si  5.7675  10.4199  24.5761
Si  8.4584  13.0953  24.4548
Si  5.6162  4.7379  24.5444
Si  8.6522  7.7475  24.5327
Si  0.5413  10.3018  24.6505
Si  3.0541  12.9473  24.572
Si  11.1963  16.0169  24.6913
Si  3.0377  7.6472  24.7051
Si  4.4409  11.7329  26.0421
Si  7.1929  14.4988  25.9223
Si  4.3909  6.1879  25.9532
Si  7.1897  9.0437  25.8729
Si  9.9142  11.7224  25.8075
Si  12.5789  14.4364  25.8472
Si  9.8003  17.2629  26.0559
Si  1.737  8.9835  26.1398
Si  3.0895  10.3849  27.4079
Si  5.8255  13.1285  27.3309
Si  3.0056  4.8477  27.303
Si  5.8035  7.6263  27.2625
Si  8.546  10.3884  27.2747
Si  11.2317  13.0872  27.2628
Si  8.4949  15.8357  27.3631
Si  11.2388  7.6318  27.3879
Si  4.4222  9.0013  28.6937
Si  7.1567  11.7358  28.6937
Si  4.4222  3.5323  28.6937
Si  7.1567  6.2668  28.6937
Si  9.8912  9.0013  28.6937
Si  12.6257  11.7358  28.6937
Si  9.8912  14.4703  28.6937
Si  12.6257  17.2048  28.6937
Si  5.7894  10.3685  30.061
Si  8.5239  13.103  30.061
Si  5.7894  4.8995  30.061
Si  8.5239  7.634  30.061
Si  11.2584  10.3685  30.061
Si  3.0549  13.103  30.061
Si  11.2584  15.8375  30.061
Si  3.0549  7.634  30.061
Si  8.2035  8.2035  0.6835
Si  10.938  10.938  0.6835
Si  8.2035  2.7345  0.6835
Si  10.938  5.469  0.6835
Si  13.6725  8.2035  0.6835
Si  5.469  10.938  0.6835
Si  13.6725  2.7345  0.6835
Si  16.407  5.469  0.6835
Si  6.8362  6.8362  2.0507
Si  9.5708  9.5708  2.0507
Si  6.8362  1.3673  2.0507
Si  9.5708  4.1018  2.0507
Si  12.3052  6.8362  2.0507
Si  15.0397  9.5708  2.0507
Si  12.3052  12.3052  2.0507
Si  15.0397  4.1018  2.0507
Si  8.2282  5.499  3.4956
Si  10.9491  8.2067  3.3834
Si  8.2093  10.9377  3.364
Si  10.9324  2.7218  3.493
Si  13.6243  5.4353  3.2978
Si  5.513  8.2355  3.464
Si  13.6662  10.9397  3.4886
Si  5.4755  2.7393  3.3289
Si  9.6487  6.9045  4.8719
Si  12.2398  9.5481  4.8361
Si  9.4535  12.3057  4.812
Si  12.4078  4.0795  4.7937
Si  3.9871  6.8416  4.6087
Si  6.9857  9.5784  4.8532
Si  15.1051  12.3665  4.7655
Si  6.7993  4.0563  4.7467
Si  8.7865  8.6927  6.2613
Si  10.4147  10.5374  6.0264
Si  7.6517  2.2931  6.0895
Si  11.5278  5.9217  5.944
Si  2.2483  7.6758  5.996
Si  5.982  11.4155  5.939
Si  14.2617  3.2287  6.0694
Si  4.9041  5.0268  5.7415
Si  11.4627  11.309  7.9665
Si  4.0623  9.291  23.423
Si  4.0918  13.9999  18.3203
Si  10.8991  12.0217  16.8868
Si  5.9449  8.3723  18.1318
Si  5.9854  5.7063  8.5004
Si  1.8508  9.9928  18.3753
Si  10.0539  6.9188  12.9087
Si  5.7549  8.3688  20.9698
Si  7.5078  10.9309  20.8508
Si  11.1088  7.7202  19.257
Si  12.3239  3.7134  10.6165
Si  12.372  5.048  13.476
Si  1.6736  11.4711  21.1101
Si  7.7615  5.0866  12.3186
Si  13.7759  2.4461  8.2922
Si  5.3408  6.6857  11.1332
Si  3.1598  14.1879  20.5169
Si  8.2689  2.3323  11.0698
Si  6.9521  15.1047  17.9547
Si  10.1854  9.7407  21.4751
Si  6.8153  11.4538  12.8773
Si  4.808  10.8807  8.8522
Si  5.4734  7.1862  15.2184
Si  2.3099  13.8151  15.6511
Si  8.4347  11.0853  15.5951
Si  10.9022  11.8081  10.8768
Si  10.3546  5.3538  8.7456
Si  7.9266  3.299  8.2368
Si  4.7344  1.5042  14.6106
Si  14.1696  7.5431  13.2495
Si  12.1082  8.9563  11.6094
Si  8.4511  7.8194  8.5373
Si  4.5888  11.0365  17.399
Si  6.4057  15.2039  14.943
Si  8.4434  6.853  17.8994
Si  13.4104  8.9466  8.7675
Si  8.3125  7.9911  15.1529
Si  6.8647  9.4757  10.623
Si  8.3571  12.4673  18.2461
Si  1.2143  5.5425  21.3647
O  6.2449  5.7572  23.4058
O  9.2655  13.8759  23.2042
O  14.9327  6.8722  11.9879
O  10.5664  11.3653  9.3342
O  8.1257  9.0043  9.6578
O  4.5683  12.4077  18.3056
O  6.9591  7.4266  21.5787
O  4.9888  11.476  15.8923
O  9.929  12.7975  17.9504
O  6.0148  8.1435  10.9552
O  1.9935  13.0265  20.6901
O  4.349  14.0086  21.6492
O  5.2351  11.5387  13.3348
O  1.6645  14.9982  14.7446
O  5.3555  15.0571  18.3024
O  10.0239  11.4724  15.617
O  10.3237  8.8688  20.1017
O  7.6311  13.8366  18.6994
O  12.8073  4.3676  12.0414
O  8.096  2.2015  9.4472
O  11.5554  10.5039  11.6261
O  13.3014  8.8341  12.7338
O  10.9429  15.3638  21.5949
O  2.5143  15.6617  20.8188
O  6.3108  9.8638  20.6572
O  14.837  12.2546  8.9203
O  4.2457  7.9501  14.4586
O  8.6788  5.4441  22.3596
O  6.5847  4.1872  8.6061
O  7.1813  14.9818  16.35
O  5.3877  5.5566  15.0266
O  4.4919  8.5333  21.9922
O  7.6931  5.5207  18.4749
O  5.4301  7.5347  16.819
O  11.4428  5.5125  7.5537
O  10.9971  11.1657  21.2384
O  6.8405  7.7284  14.483
O  6.9039  12.1742  21.702
O  10.819  5.5581  13.4038
O  13.5172  3.5667  9.4863
O  5.5068  10.8029  7.3962
O  7.7301  11.8454  16.8636
O  8.492  6.8227  16.2729
O  3.2381  14.3126  16.9252
O  5.6899  9.964  17.9143
O  5.2231  7.8219  19.5091
O  14.0904  1.9107  14.6223
O  9.2014  4.3277  8.2018
O  5.564  2.9149  14.6153
O  2.2282  10.4928  19.8975
O  9.508  1.3758  11.5533
O  13.5272  7.784  7.6373
O  8.1582  11.3999  19.4491
O  0.8517  6.6017  20.1935
O  14.8784  9.532  9.1317
O  1.085  13.0105  16.3188
O  11.8893  2.1644  10.9387
O  8.6437  10.1921  21.7533
O  5.1148  5.8468  7.1604
O  12.6664  8.4914  10.1395
O  3.1502  10.2544  17.429
O  1.3775  8.4231  18.3947
O  7.2891  10.1033  12.0779
O  7.5576  8.1506  18.3533
O  13.2091  6.3856  13.8316
O  9.7085  6.8512  9.0367
O  7.1669  6.8208  8.4475
O  8.7199  6.3902  12.146
O  8.2982  9.4788  15.7969
O  4.9427  6.0498  9.6943
O  6.2986  5.5671  11.8191
O  9.56  7.8741  14.1306
O  11.1219  4.6797  10.0293
O  6.9843  1.8164  11.9087
O  6.0119  10.7095  9.9451
O  12.6039  10.1611  8.0794
O  7.7593  11.5691  14.2037
O  9.9885  6.96  18.3643
O  8.4446  3.9191  11.405
O  12.3047  1.7859  7.8872
O  7.5797  4.5281  13.8384
O  10.9424  7.8687  11.941
O  0.6068  10.7951  17.7202

Results
free energy: -128576.956 eV
free energy less fixed offsets of O -568.88, Si -635.61 eV per atom: -1.836 eV

Forces (eV/angstrom), in the order of the atoms: element, x, y, z
Si  -0.0021  -0.0108  0.0251
Si  0.0029  0.0018  0.0285
Si  -0.0109  0.0081  0.02
Si  -0.0475  -0.0444  0.0144
Si  0.0095  0.0098  -0.0035
Si  -0.0114  0.0136  -0.0019
Si  0.0014  -0.0012  0.0048
Si  0.003  0.029  -0.0057
Si  -0.0292  -0.0162  0.0079
Si  -0.0076  -0.0331  0.0071
Si  0.0288  0.0164  -0.0363
Si  -0.0173  0.023  0.0352
Si  0.0044  0.0097  0.0003
Si  0.0038  0.0067  0.0086
Si  0.0123  -0.0136  0.0098
Si  -0.0099  -0.0117  0.0256
Si  -0.0006  0.0085  0.0214
Si  -0.0083  0.0012  -0.0025
Si  0.0171  -0.0054  0.0009
Si  0.015  -0.0078  -0.0043
Si  0.0043  -0.0019  -0.0033
Si  0.02  -0.0126  0.0139
Si  0.0156  0.0224  0.0093
Si  -0.0027  -0.007  -0.0142
Si  -0.0003  -0.0061  -0.0141
Si  0.0057  -0.0059  0.012
Si  -0.0031  -0.0016  0.0163
Si  -0.0056  -0.0002  0.0108
Si  0.0034  -0.0028  0.0147
Si  0.0098  -0.0003  -0.0041
Si  -0.0233  -0.0198  -0.0043
Si  0.4435  -0.2405  0.0898
Si  0.2563  -0.002  -0.1216
Si  -0.0414  0.0217  -0.0656
Si  -0.2294  0.1739  0.0574
Si  -0.1854  0.2859  0.1463
Si  -0.227  0.2435  -0.0124
Si  0.0595  -0.1258  -0.1589
Si  -0.0983  -0.3136  0.0976
Si  0.0334  -0.2154  -0.013
Si  0.0624  0.0274  0.0112
Si  -0.0317  0.1645  -0.0033
Si  -0.1165  0.0467  -0.0036
Si  -0.0173  0.0938  0.0094
Si  -0.0848  -0.0226  0.0031
Si  0.0281  -0.0745  0.0097
Si  0.1368  -0.0153  -0.0251
Si  0.0175  0.0233  -0.0409
Si  -0.0022  -0.0805  -0.0308
Si  -0.0294  -0.1055  0.0442
Si  0.0142  0.1453  -0.046
Si  0.0091  -0.0879  0.0518
Si  -0.0021  0.0933  -0.0327
Si  0.0545  0.04  -0.0508
Si  -0.0785  -0.0489  -0.037
Si  0.1403  -0.0152  0.4257
Si  0.1626  0.0053  -0.3684
Si  -0.0396  -0.1648  -0.5534
Si  0.1098  0.155  0.578
Si  -0.3964  -0.0068  -0.6859
Si  0.1345  0.1804  0.4935
Si  -0.0999  -0.0749  0.4906
Si  0.0426  -0.0315  -0.7729
Si  0.0047  -0.0095  0.0077
Si  -0.0006  -0.0047  0.002
Si  -0.0037  0.0019  0.0052
Si  -0.0055  0.0051  -0.0069
Si  -0.0064  -0.0007  -0.0092
Si  -0.0043  0.0029  -0.0017
Si  0.002  -0.0015  0.0144
Si  -0.0014  -0.0059  0.0057
Si  0.0058  -0.0068  -0.0019
Si  -0.0141  0.0072  -0.0093
Si  -0.0044  -0.0055  -0.0043
Si  0.0115  -0.0041  0.0075
Si  0.0042  -0.0023  0.0168
Si  -0.0035  0.0085  0.0122
Si  0.0068  -0.0056  -0.0087
Si  -0.0102  0.0114  -0.0073
Si  -0.0119  -0.0093  -0.0066
Si  0.019  0.0025  -0.0039
Si  0.0084  -0.0099  -0.0067
Si  0.0057  0.0218  0.0074
Si  -0.0086  -0.0309  -0.003
Si  -0.0038  0.0098  -0.0128
Si  -0.0042  0.0062  -0.0027
Si  0.0279  0.0617  0.1109
Si  0.0182  -0.0056  0.0043
Si  -0.0152  0.0164  0.022
Si  -0.0125  0.0063  0.0089
Si  0.031  -0.0118  -0.0033
Si  -0.0027  0.0008  0.0081
Si  -0.0341  0.033  -0.1305
Si  0.0036  0.0014  0.0012
Si  -0.0049  0.0007  -0.0047
Si  0.0113  0.0125  0.0096
Si  -0.0074  -0.0136  0.0168
Si  0.0156  -0.0326  0.0415
Si  -0.0015  -0.0011  -0.0022
Si  0.0017  -0.0006  0.0049
Si  0.0021  0.0134  -0.018
Si  0.0127  0.0005  -0.0062
Si  -0.0128  -0.0127  0.0097
Si  0.0033  0.0049  -0.0029
Si  -0.0389  0.0289  0.0255
Si  0.0038  0.0034  -0.0044
Si  -0.0118  0.0014  0.0032
Si  -0.0191  0.0162  0.0006
Si  0.0002  0.0077  0.0023
Si  0.0075  -0.0064  -0.0077
Si  0.0093  -0.0019  0.0013
Si  -0.026  0.0151  0.0133
Si  -0.0011  -0.0011  0.0013
Si  -0.0029  -0.0152  -0.0039
Si  0.0002  -0.0007  -0.0209
Si  0.0217  0.0257  0.0318
Si  0.0023  0.0017  0.0096
Si  0.0032  -0.0095  0.0048
Si  -0.0077  0.0002  -0.0105
Si  0.004  -0.0098  0.0254
Si  -0.0086  0.0012  0.0035
Si  0.0022  -0.0002  0.0026
Si  0.0036  -0.0041  0.0037
Si  0.0037  0.0285  0.0112
Si  -0.0082  0.0052  -0.0026
Si  -0.0001  0.0029  0.0042
Si  -0.003  -0.0058  0.0011
Si  -0.0208  0.0277  -0.0683
O  0.0214  0.024  -0.0082
O  0.0237  0.0141  -0.0135
O  -0.0067  0.0036  0.0139
O  0.0081  0.0017  0.0093
O  -0.0149  0.0109  0.0067
O  0.0061  -0.024  0.0046
O  -0.0011  0.0068  0.0063
O  -0.0008  -0.0042  0.004
O  0.0111  0.0029  0.0052
O  -0.0044  -0.0072  0.0026
O  0.0125  -0.002  0.0116
O  -0.0009  -0.0022  -0.0208
O  -0.0003  -0.0022  0.0006
O  0.0136  -0.024  0.0187
O  0.0112  0.0042  0.0068
O  0.0117  0.006  0.0136
O  0.0086  -0.0276  -0.0081
O  0.0005  0.001  0.0088
O  -0.0049  0.0068  0.0175
O  0.0035  0.0068  -0.0087
O  0.0041  -0.01  -0.0002
O  -0.006  -0.0011  -0.0036
O  0.0025  -0.0053  0.0073
O  0.0043  -0.0042  0.0198
O  -0.0027  -0.0164  0.0094
O  0.0018  -0.0058  -0.0018
O  0.0012  -0.0081  -0.0003
O  -0.012  0.0033  -0.0076
O  -0.0045  0.0373  -0.0127
O  0.0058  -0.0009  -0.0001
O  0.0002  0.0174  0.0041
O  0.0209  -0.0141  -0.0228
O  -0.0005  0.0032  0.0052
O  0.0035  -0.0007  -0.0074
O  -0.0441  -0.0042  0.0195
O  0.0052  0.0073  -0.0003
O  0.0016  -0.0041  0.0215
O  0.0074  -0.007  0.0035
O  0.0101  -0.0029  0.0029
O  -0.005  0.003  0.0125
O  0.0009  0.004  0.0225
O  0.0066  0.002  -0.0006
O  -0.0039  0.0009  0.0035
O  -0.0263  -0.0094  -0.0227
O  -0.0067  -0.0029  0.008
O  0.0027  0.0028  -0.0104
O  0.0012  0.0006  0.0038
O  -0.001  -0.0037  0.0107
O  -0.0003  -0.0062  -0.0032
O  -0.0043  -0.0086  -0.0032
O  -0.0025  -0.0003  -0.001
O  0.0049  0.0165  0.0071
O  0.0046  0.0056  -0.0002
O  -0.0119  -0.0125  0.019
O  -0.0463  -0.0059  -0.0178
O  0.0007  -0.0084  0.0113
O  -0.0016  -0.0033  -0.0043
O  0.0145  -0.0081  -0.0057
O  0.0544  -0.0912  0.0324
O  0.0123  0.0273  -0.0118
O  0.001  0.0012  0.0114
O  0.0021  0.0056  0.0112
O  -0.005  -0.0004  -0.004
O  -0.0072  -0.0004  0.0058
O  -0.0004  -0.0064  -0.0071
O  0.0126  -0.0223  -0.0034
O  -0.0753  -0.0597  -0.0103
O  -0.0028  -0.0041  0.003
O  0.0006  -0.0058  -0.0057
O  0.025  0.005  -0.0177
O  -0.0025  -0.0026  0.005
O  -0.0072  0.0025  0.0067
O  0.0024  -0.0023  -0.0019
O  0.0012  -0.0062  0.0059
O  -0.0044  -0.0135  -0.0047
O  -0.0037  -0.0281  0.0378
O  0.0019  -0.0042  0.0094
O  0.0143  0.0167  0.0275
O  -0.0088  -0.0046  0.0078
O  0.0225  0.0101  0.0029
O  -0.0074  -0.0018  0.0051
O  0.0127  0.0074  0.0016
O  0.001  0.0334  -0.0119

The program warned: the cutoff lies below the one the program advises for these potential files; the forces do not sum to zero within the program's tolerance; the exchange-correlation potential is rough where the density is thin.
